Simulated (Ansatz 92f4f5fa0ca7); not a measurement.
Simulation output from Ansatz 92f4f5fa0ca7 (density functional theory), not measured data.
Periodic cell of 220 atoms, Si132O88, from a study of silicon, its oxide and their interface. The atomic structure is a simulated model.
Doubt: the cutoff is far below the 930 eV that the study's wrapper takes by default for these files, so forces and energies are approximate.
This geometry differs little from another in the collection (a relaxation step or a small displacement).

Settings
functional: PBE
potential files: Ansatz PAW
basis: plane waves
wave-function cutoff: 580 eV
density cutoff ratio: 5
exchange-correlation grid ratio: 1
k mesh: 1 x 1 x 1, Gamma-centred
self-consistency stop: 5e-08 eV per atom in the density residual
occupations: fixed
spin: none
net charge: 0

Cell vectors (angstrom)
a, 10.938, 0, 0
b, 0, 10.938, 0
c, 0, 0, 32.53

Atoms: element, x, y, z (angstrom)
Si, -0.3029, 0.1749, 25.0235
Si, 5.6421, -0.1616, 25.0572
Si, 2.7173, 3.249, 24.7341
Si, 8.516, 2.4979, 25.0519
Si, 0.2275, 5.1475, 25.0844
Si, 5.3198, 5.7116, 24.9188
Si, 3.0756, 7.9374, 25.0164
Si, 7.7597, 8.4727, 25.1432
Si, 1.2569, 1.1573, 26.4708
Si, 6.8638, 1.3813, 26.3475
Si, 4.1451, 4.21, 26.3165
Si, 9.6411, 4.0145, 26.4502
Si, 1.3901, 6.8257, 26.2973
Si, 6.7651, 6.8222, 26.4215
Si, 4.1364, 9.5395, 26.3842
Si, 9.4803, 9.5472, 26.3352
Si, 2.7521, -0.0715, 27.7748
Si, 8.1981, 0.011, 27.7521
Si, 0.045, 2.6837, 27.8087
Si, 5.4614, 2.7535, 27.687
Si, 2.7339, 5.4886, 27.7341
Si, 8.2209, 5.453, 27.723
Si, -0.0013, 8.2009, 27.6832
Si, 5.456, 8.1945, 27.7981
Si, 4.1018, 1.3673, 29.1117
Si, 9.5708, 1.3673, 29.1117
Si, 1.3673, 4.1018, 29.1117
Si, 6.8362, 4.1018, 29.1117
Si, 4.1018, 6.8362, 29.1117
Si, 9.5708, 6.8362, 29.1117
Si, 1.3673, 9.5708, 29.1117
Si, 6.8362, 9.5708, 29.1117
Si, 0, 0, 30.479
Si, 5.469, 0, 30.479
Si, 2.7345, 2.7345, 30.479
Si, 8.2035, 2.7345, 30.479
Si, 0, 5.469, 30.479
Si, 5.469, 5.469, 30.479
Si, 2.7345, 8.2035, 30.479
Si, 8.2035, 8.2035, 30.479
Si, 1.3673, 1.3673, 31.8462
Si, 6.8362, 1.3673, 31.8462
Si, 4.1018, 4.1018, 31.8462
Si, 9.5708, 4.1018, 31.8462
Si, 1.3673, 6.8362, 31.8462
Si, 6.8362, 6.8362, 31.8462
Si, 4.1018, 9.5708, 31.8462
Si, 9.5708, 9.5708, 31.8462
Si, 2.7345, 0, 0.6835
Si, 8.2035, 0, 0.6835
Si, 0, 2.7345, 0.6835
Si, 5.469, 2.7345, 0.6835
Si, 2.7345, 5.469, 0.6835
Si, 8.2035, 5.469, 0.6835
Si, 0, 8.2035, 0.6835
Si, 5.469, 8.2035, 0.6835
Si, 4.1018, 1.3673, 2.0507
Si, 9.5708, 1.3673, 2.0507
Si, 1.3673, 4.1018, 2.0507
Si, 6.8362, 4.1018, 2.0507
Si, 4.1018, 6.8362, 2.0507
Si, 9.5708, 6.8362, 2.0507
Si, 1.3673, 9.5708, 2.0507
Si, 6.8362, 9.5708, 2.0507
Si, 0, 0, 3.418
Si, 5.469, 0, 3.418
Si, 2.7345, 2.7345, 3.418
Si, 8.2035, 2.7345, 3.418
Si, 0, 5.469, 3.418
Si, 5.469, 5.469, 3.418
Si, 2.7345, 8.2035, 3.418
Si, 8.2035, 8.2035, 3.418
Si, 1.2423, 1.5123, 4.7353
Si, 6.8193, 1.3426, 4.8179
Si, 4.1412, 4.0664, 4.8149
Si, 9.5689, 4.1171, 4.7637
Si, 1.4155, 6.8251, 4.8253
Si, 6.7397, 6.969, 4.7283
Si, 4.0907, 9.6104, 4.8344
Si, 9.6351, 9.4838, 4.7451
Si, 2.6295, 0.1583, 5.9863
Si, 8.2314, -0.1155, 6.0406
Si, -0.0116, 2.8982, 6.284
Si, 5.4883, 2.7006, 6.2748
Si, 2.8489, 5.5051, 6.2
Si, 8.1511, 5.566, 5.9031
Si, 0.0892, 8.2129, 6.2175
Si, 5.546, 8.3498, 6.3026
Si, 3.6934, 1.635, 7.4694
Si, 9.7093, 1.1193, 7.2837
Si, 1.649, 4.0793, 7.6418
Si, 6.7581, 4.4027, 7.3482
Si, 4.5194, 6.6154, 7.5015
Si, 9.3568, 6.9658, 7.3028
Si, 1.1281, 10.0018, 7.4118
Si, 7.3026, 9.3623, 7.7135
O, 1.4051, 4.1895, 24.4127
O, 6.7278, 9.6226, 24.5261
O, 2.6785, 2.8323, 8.0483
O, 8.325, 8.0859, 7.9308
O, 5.6196, 5.4512, 7.9201
O, -0.0916, 0.0805, 7.904
O, 4.1785, 6.8316, 24.4384
O, 9.5893, 1.354, 24.5079
O, 1.9891, 9.6678, 8.7886
O, 1.2013, 4.9475, 9.0117
O, 8.5831, 1.4888, 8.4307
O, 7.1291, 9.9083, 9.2925
O, 4.0106, 0.592, 8.7199
O, 4.0497, 7.2255, 8.952
O, 7.744, 3.9521, 8.6074
O, 9.8304, 5.9686, 8.508
O, 2.2612, 1.8127, 25.3319
O, 3.4555, 2.8727, 23.3254
O, 7.9879, 3.2975, 23.7231
O, 10.1738, 5.6149, 23.8321
O, 8.2686, 7.5811, 23.8476
O, 2.4705, 8.7322, 23.6891
O, 7.5205, 4.358, 21.3443
O, 0.4995, 10.589, 23.6512
Si, 3.1182, 10.5062, 9.6383
Si, 7.7639, 2.5095, 9.3741
Si, 3.1277, 3.642, 12.2605
Si, 4.5176, 1.7785, 22.7369
Si, 6.825, 3.8641, 22.736
Si, 6.189, 0.3782, 16.0374
Si, -0.2438, 7.9359, 20.7083
Si, 5.9287, 6.6705, 18.3132
Si, 2.833, 6.5008, 12.6235
Si, -2.113, 13.5037, 13.9527
Si, 1.7877, 2.9653, 18.444
Si, 4.6734, 5.157, 14.3097
Si, 4.54, 7.8925, 10.3548
Si, 7.2646, -5.9558, 12.841
Si, 8.9289, 9.9876, 15.9173
Si, 0.9702, 9.0958, 23.175
Si, 0.4586, -0.1236, 14.3657
Si, 5.6241, 2.8652, 11.1649
Si, 6.5353, 11.5188, 13.0364
Si, 7.8085, 4.6586, 19.7587
Si, 7.1792, -1.7497, 10.7977
Si, 10.0111, 2.7797, 11.2547
Si, 0.6089, 7.8927, 14.0057
Si, 8.8661, -1.7591, 18.6011
Si, 5.9268, 2.8596, 18.0901
Si, 4.0369, 1.128, 19.7909
Si, -1.5231, 7.2619, 11.8641
Si, 8.248, 7.1411, 16.5681
Si, 10.9607, 5.2851, 19.1498
Si, 9.7157, 7.0883, 23.3281
Si, 10.7887, 5.5767, 16.0044
Si, 10.7504, 5.4898, 9.75
Si, 0.1307, 2.5296, 15.8648
Si, 5.7472, -1.2096, 18.5164
Si, 4.3876, 4.4116, 17.3924
Si, 12.3237, 1.1796, 11.7315
O, 4.7326, 4.7451, 15.8483
O, 9.6548, -0.9583, 17.3958
O, 7.9399, 1.2896, 13.4734
O, 2.2724, 5.0343, 12.1155
O, -6.8601, -7.5799, 10.9506
O, 5.8514, 2.6207, 22.3465
O, 2.872, 3.8139, 17.5528
O, 6.1368, 7.9243, 10.6841
O, -1.1062, 10.5278, 14.6968
O, -0.3206, 6.7029, 10.8622
O, 13.5438, 1.6961, 19.1439
O, 9.417, 4.8772, 19.527
O, -0.8359, 7.8653, 13.2278
O, -4.0184, 5.9954, 19.4255
O, -1.2865, 7.1841, 21.7168
O, 7.7707, 0.1386, 16.0649
O, 9.4804, 2.3395, 15.4448
O, 11.2851, 4.118, 15.406
O, 4.9, 0.574, 23.7779
O, 2.4596, 11.3496, 10.8353
O, 6.0057, 5.047, 23.5528
O, 11.531, 2.421, 17.4379
O, 2.1127, 2.4089, 12.5189
O, 7.3454, 3.4648, 18.7028
O, 11.8011, -2.1354, 21.5674
O, 4.0956, 9.4519, 10.3697
O, 6.5507, 15.0908, 11.6141
O, 10.0604, 2.775, 12.8843
O, 6.0985, 5.7055, 13.7245
O, 8.6271, 8.4995, 11.1341
O, 1.6698, -3.3551, 12.8187
O, 7.9473, 3.931, 13.8954
O, -2.5913, 8.4732, 15.6044
O, 5.6052, 12.5925, 12.2516
O, 8.3526, 6.0631, 12.2729
O, 6.0133, 1.8319, 16.7915
O, 11.8666, 1.2436, 15.1693
O, 11.3821, 6.7053, 19.8782
O, -5.2064, 11.1907, 14.4565
O, -0.0777, 8.0899, 23.9334
O, 5.4415, 8.1546, 18.7546
O, 5.4832, -0.7862, 16.9452
O, 4.6207, -0.3589, 19.3633
O, -4.1258, -0.6999, 12.0295
O, 4.5379, 5.8192, 18.2214
O, 5.2461, 2.1358, 19.39
O, 3.8606, 1.1081, 21.4071
O, 9.8495, 9.0735, 19.8858
O, 0.6202, 6.7508, 15.1747
O, 3.878, 7.0246, 11.5283
O, 3.5793, -4.6003, 14.0676
O, 11.1665, 1.7637, 10.7332
O, 0.2476, 5.6067, 17.5709
O, 8.7541, 7.6301, 18.0565
O, 7.38, -1.0618, 18.8908
O, -1.7752, 5.9214, 15.962
O, 11.649, 0.1481, 12.7872
O, 6.1918, 2.2456, 9.7486
O, 6.7001, 6.6762, 16.8395
O, 1.0879, 9.3237, 14.6826
O, 10.1993, 4.2191, 10.5726
O, 8.5159, 2.3407, 10.8108
O, 1.0406, 4.0146, 19.4933
O, 4.1551, 3.8122, 13.523

Results
free energy: -133960.692 eV
free energy less fixed offsets of O -568.88, Si -635.61 eV per atom: 1.268 eV

Forces (eV/angstrom), in the order of the atoms: element, x, y, z
Si, 0.0084, -0.0198, -0.0218
Si, 0.0043, 0.0031, 0.0046
Si, -0.0029, 0.003, -0.0091
Si, -0.0186, 0.014, 0.033
Si, 0.0069, 0.006, 0.0041
Si, 0.0284, 0.0128, 0.0425
Si, -0.0403, 0.0148, -0.0082
Si, 0.0308, -0.0343, 0.0029
Si, 0.021, -0.0099, -0.0011
Si, -0.0182, 0.0189, -0.0029
Si, 0.0138, -0.0283, -0.0031
Si, -0.0035, 0.0021, 0.0067
Si, 0.0038, 0.0003, 0.0011
Si, 0.0111, -0.0084, -0.0156
Si, -0.0173, 0.018, 0.0074
Si, 0.0276, -0.0197, 0.0034
Si, -0.009, -0.0042, -0.0061
Si, -0.0021, -0.0006, 0.0244
Si, -0.0113, 0.0226, 0.0021
Si, -0.0032, 0.0002, -0.0114
Si, -0.0136, 0.0023, 0.0101
Si, -0.0028, 0.0095, -0.0049
Si, -0.0203, 0.0104, -0.0004
Si, 0.0051, -0.008, 0.0027
Si, 0.0399, 0.0607, -0.3069
Si, -0.0809, -0.2301, 0.3556
Si, 0.3101, 0.0886, 0.1532
Si, -0.0541, -0.009, -0.2611
Si, -0.2544, -0.0502, 0.3299
Si, 0.0863, 0.0414, -0.301
Si, -0.195, -0.4166, 0.0884
Si, 0.0948, 0.0547, 0.1808
Si, -0.0984, -0.0158, -0.0038
Si, 0.0368, 0.0289, -0.0073
Si, -0.0031, 0.0646, 0.0066
Si, 0.0114, -0.0421, -0.0227
Si, 0.0191, 0.0144, -0.014
Si, -0.0219, 0.01, -0.0336
Si, -0.12, -0.1251, 0.0443
Si, 0.0138, 0.0475, -0.0123
Si, 0.0046, -0.0348, -0.0228
Si, 0.0305, -0.0181, -0.0227
Si, 0.039, -0.0157, -0.0055
Si, -0.041, 0.0104, -0.0278
Si, 0.0705, 0.0245, -0.0076
Si, 0.0065, -0.0124, -0.0175
Si, -0.0419, 0.0283, -0.0209
Si, 0.0443, -0.0101, 0.0022
Si, 0.0323, -0.0015, 0.0059
Si, -0.0672, 0.075, -0.0324
Si, 0.0005, 0.0067, 0.0469
Si, -0.0364, 0.0148, 0.0387
Si, -0.1188, 0.0582, -0.0305
Si, 0.0867, -0.0296, 0.001
Si, -0.0599, -0.0329, 0.0395
Si, 0.0301, -0.0129, 0.0448
Si, -0.0576, -0.0635, 0.0463
Si, -0.1078, -0.1868, -0.0469
Si, 0.2019, 0.1168, -0.0313
Si, 0.0747, 0.0803, 0.0467
Si, -0.0512, -0.1238, -0.0309
Si, -0.093, -0.0062, 0.0062
Si, 0.1046, 0.1225, 0.0438
Si, 0.1625, 0.089, -0.0149
Si, -0.2522, 0.1899, -0.2016
Si, -0.1234, -0.0137, 0.1084
Si, -0.0009, 0.3167, -0.1507
Si, -0.0452, -0.2535, 0.1912
Si, 0.2499, 0.1065, 0.0948
Si, -0.2694, 0.1083, -0.0322
Si, 0.2201, 0.014, 0.2988
Si, 0.0859, -0.0269, -0.5736
Si, 0.0033, 0.0197, 0.0146
Si, 0.0008, -0.0086, -0.0044
Si, 0.0071, -0.016, -0.0091
Si, 0.0091, 0.0028, 0.002
Si, 0.0116, -0.0104, 0.0099
Si, 0.0096, 0.0097, -0.0005
Si, -0.0015, 0.0066, 0.0016
Si, -0.0063, -0.0035, -0.0131
Si, 0.0091, 0.003, -0.0143
Si, 0.0146, 0.0127, 0.0078
Si, -0.0354, -0.0645, 0.0283
Si, -0.0162, -0.0156, -0.0067
Si, -0.006, 0.0359, 0.0166
Si, 0.0078, -0.0052, -0.011
Si, 0.0081, -0.0271, -0.0164
Si, -0.0124, -0.0216, 0.0238
Si, 0.0205, 0.0206, -0.0404
Si, 0.0496, 0.0714, -0.102
Si, -0.0054, -0.0023, -0.0431
Si, 0.0175, -0.004, -0.0078
Si, -0.0464, 0.031, -0.0704
Si, -0.0045, 0.0274, -0.0065
Si, 0.0033, -0.0145, 0.022
Si, -0.0183, 0.0016, -0.0559
O, -0.0008, -0.0096, -0.0062
O, -0.0306, 0.0282, -0.0041
O, -0.0061, -0.0135, 0.0254
O, 0.0105, -0.0275, 0
O, 0.015, 0.0044, 0.0204
O, -0.0088, 0.0168, 0.0199
O, 0.0278, -0.0188, -0.0102
O, 0.0135, -0.0141, 0.0031
O, 0.0193, 0.0039, -0.0003
O, -0.0242, 0.0325, 0.0324
O, -0.0243, -0.0007, 0.0403
O, 0.008, 0.006, 0.067
O, -0.0146, -0.0286, 0.0231
O, 0.0266, 0.0204, 0.0698
O, 0.0119, -0.0129, 0.0214
O, 0.0068, -0.009, 0.0166
O, 0.0088, -0.003, -0.011
O, 0.0074, -0.0162, 0.0112
O, 0.0044, 0.0091, -0.0219
O, -0.0075, -0.0105, -0.0023
O, -0.0074, -0.0061, 0.0052
O, 0.0092, 0.0084, 0.0072
O, 0.0105, 0.0041, -0.0157
O, 0.0039, 0.0033, 0.0142
Si, 0.0102, -0.0135, 0.0044
Si, -0.0029, 0.0004, -0.0014
Si, -0.0001, -0.0022, 0.0058
Si, -0.0016, 0.0101, -0.0097
Si, -0.0146, 0.0045, -0.022
Si, 0.0073, -0.0009, -0.0018
Si, 0.0013, 0.0063, 0.013
Si, 0.0003, -0.0083, -0.0063
Si, 0.024, -0.0072, -0.0158
Si, 0.0013, 0.0016, 0.0023
Si, 0.0012, -0.0065, -0.0007
Si, 0.0066, -0.0076, 0.026
Si, -0.0326, -0.012, 0.0103
Si, 0.0058, -0.0027, 0.0054
Si, -0.0012, -0.0001, 0.0083
Si, -0.0041, -0.0001, -0.0072
Si, 0.0025, 0.0014, 0.0033
Si, 0.0036, -0.0086, -0.0023
Si, 0.0041, -0.0056, 0.0009
Si, 0.0012, 0.0044, 0.0136
Si, -0.0045, 0.012, -0.0018
Si, -0.0145, 0.0121, 0.0049
Si, -0.0053, -0.0045, 0.0036
Si, 0.0083, -0.0049, 0.0033
Si, 0.0075, 0.0024, 0.0073
Si, -0.003, 0.0008, 0.0084
Si, 0.0032, 0.0012, 0.0073
Si, -0.0003, -0.0037, 0.0037
Si, 0.0009, 0.0007, -0.0009
Si, 0.0121, 0.0095, 0.0023
Si, 0.0023, 0.0004, 0.0051
Si, 0.0203, -0.0152, -0.0095
Si, -0.0005, 0.0012, 0.0057
Si, -0.003, 0.0006, -0.0049
Si, 0.0057, 0.0186, -0.0249
Si, 0.0104, -0.0065, 0.0019
O, -0.0101, -0.0006, 0.0127
O, 0.002, 0.0017, -0.004
O, 0.0002, 0.0031, -0.0044
O, 0.0116, 0.0189, 0.003
O, 0.0005, 0.0009, 0.0007
O, -0.008, -0.0038, 0.0169
O, 0.0057, -0.0045, 0.0024
O, -0.0162, -0.0086, -0.0081
O, 0.0033, -0.0006, 0.0007
O, -0.0079, 0.0089, 0.0027
O, -0.0024, 0.0042, -0.0009
O, 0.0027, 0.0015, -0.0022
O, 0.0115, -0.0002, 0.0016
O, -0.0002, -0.0036, 0.0049
O, -0.0003, 0.0001, -0.0077
O, -0.0074, -0.0019, -0.0004
O, 0.0054, -0.002, -0.0002
O, 0.0017, -0.0016, 0.001
O, -0.0116, 0.016, -0.015
O, -0.0052, 0.0064, 0.0053
O, 0.0107, -0.0182, -0.0187
O, 0.0014, 0.0004, -0.003
O, 0.0008, 0.0032, -0.0052
O, -0.0097, 0.0015, -0.003
O, -0.0074, -0.0085, -0.0118
O, 0.0045, -0.0348, -0.0161
O, 0.0011, 0.003, -0.0031
O, 0.0011, -0.0051, 0.0055
O, -0.0103, -0.0024, 0.0008
O, 0.0039, -0.0057, -0.0049
O, -0.0031, -0.0032, 0.0004
O, 0.0023, -0.0029, -0.0032
O, 0.0012, 0.0035, -0.0006
O, 0.0052, -0.0019, -0.0011
O, -0.0017, -0.0037, -0.006
O, 0.0001, -0.0034, 0.0021
O, -0.0001, -0.0003, -0.0013
O, 0.0027, -0.014, -0.0016
O, 0.0006, -0.0004, 0.0057
O, 0.0004, 0.0036, 0.0075
O, 0.0025, -0.0042, 0.0034
O, 0.0026, 0.0012, 0.0026
O, 0.0048, -0.002, 0.0041
O, 0.0008, 0.0074, 0.0049
O, 0.0051, -0.0142, -0.0091
O, -0.0005, -0.0008, -0.006
O, -0.0024, -0.0034, -0.0026
O, -0.0112, 0.0083, 0.0011
O, -0.0006, 0.0032, -0.005
O, 0.007, 0.0197, -0.0169
O, 0.0049, -0.0065, -0.0101
O, 0.0045, -0.004, -0.0005
O, -0.0035, -0.0011, 0.0032
O, -0.0036, 0.0012, -0.0011
O, -0.0007, -0.0008, 0.0045
O, 0.0031, 0.0001, -0.0005
O, -0.0015, -0.0039, 0.0005
O, -0.0013, 0.0118, 0.0011
O, -0.0019, -0.0013, 0.0024
O, 0.0042, 0.0004, 0.0014
O, -0.0016, -0.0073, -0.0048
O, 0.0139, -0.0002, 0.0069
O, -0.003, 0.0036, 0.0064
O, 0.0052, 0.0057, 0.0021

The program warned: the cutoff lies below the one the program advises for these potential files; the exchange-correlation potential is rough where the density is thin.
